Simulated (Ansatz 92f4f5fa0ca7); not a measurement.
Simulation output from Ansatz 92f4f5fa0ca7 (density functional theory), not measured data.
Periodic cell of 224 atoms, Si132O88As1H3, from a study of silicon, its oxide and their interface. The atomic structure is a simulated model.
Doubt: the cutoff is far below the 930 eV that the study's wrapper takes by default for these files, so forces and energies are approximate.

Settings
functional: PBE
potential files: Ansatz PAW
basis: plane waves
wave-function cutoff: 580 eV
density cutoff ratio: 5
exchange-correlation grid ratio: 1
k mesh: 1 x 1 x 1, Gamma-centred
self-consistency stop: 5e-08 eV per atom in the density residual
occupations: fixed
spin: none
net charge: 0

Cell vectors (angstrom)
a 10.938 0 0
b 0 10.938 0
c 0 0 31.948

Atoms: element, x, y, z (angstrom)
Si 0.2997 10.5473 24.4013
Si 5.2274 0.145 24.5315
Si 2.9778 2.3441 24.5288
Si 7.939 2.9276 24.5021
Si 10.6301 5.4253 24.4466
Si 5.7719 5.2068 24.4407
Si 2.5932 8.3596 24.5389
Si 8.5283 7.7785 24.4236
Si 1.3645 1.2284 25.8081
Si 6.823 1.3181 25.8034
Si 4.1441 4.0276 25.7268
Si 9.4808 4.0269 25.9102
Si 1.3661 6.6783 25.671
Si 6.9051 6.753 25.81
Si 4.0915 9.5362 25.9033
Si 9.6134 9.4423 25.7141
Si 2.723 -0.049 27.262
Si 8.2438 -0.0785 27.0873
Si 0.0069 2.6527 27.1406
Si 5.4734 2.6938 27.1919
Si 2.7582 5.394 27.087
Si 8.1915 5.4301 27.2776
Si 0.0427 8.1004 27.1203
Si 5.5177 8.147 27.1487
Si 4.0963 1.3516 28.563
Si 9.575 1.3061 28.5081
Si 1.374 4.062 28.4929
Si 6.8191 4.0583 28.5811
Si 4.1064 6.7905 28.4927
Si 9.5967 6.8133 28.5501
Si 1.36 9.4922 28.5452
Si 6.8616 9.5431 28.5101
Si 0.0106 -0.0354 29.8934
Si 5.4884 -0.017 29.8916
Si 2.7343 2.7338 29.9032
Si 8.223 2.6977 29.8976
Si 0.0265 5.4433 29.8912
Si 5.4631 5.4569 29.9059
Si 2.7578 8.1658 29.8949
Si 8.2246 8.1918 29.8983
Si 1.3673 1.3673 31.2643
Si 6.8362 1.3673 31.2643
Si 4.1018 4.1018 31.2643
Si 9.5708 4.1018 31.2643
Si 1.3673 6.8362 31.2643
Si 6.8362 6.8362 31.2643
Si 4.1018 9.5708 31.2643
Si 9.5708 9.5708 31.2643
Si 2.7345 0 0.6835
Si 8.2035 0 0.6835
Si 0 2.7345 0.6835
Si 5.469 2.7345 0.6835
Si 2.7345 5.469 0.6835
Si 8.2035 5.469 0.6835
Si 0 8.2035 0.6835
Si 5.469 8.2035 0.6835
Si 4.1006 1.3883 2.0646
Si 9.5375 1.4078 2.0348
Si 1.3466 4.1285 2.0582
Si 6.8147 4.1146 2.0515
Si 4.0993 6.8593 2.0546
Si 9.5607 6.8586 2.0568
Si 1.3769 9.5633 2.0309
Si 6.8148 9.6009 2.0641
Si -0.006 0.0261 3.3197
Si 5.4674 0.0488 3.4732
Si 2.7464 2.7918 3.4063
Si 8.1648 2.7647 3.448
Si -0.0128 5.5117 3.4493
Si 5.4789 5.514 3.4182
Si 2.7629 8.2497 3.4425
Si 8.1939 8.2429 3.4092
Si 1.3783 1.3463 4.648
Si 6.7979 1.4472 4.8931
Si 4.0487 4.221 4.7827
Si 9.515 4.1461 4.8071
Si 1.3573 6.9304 4.8046
Si 6.8785 6.8675 4.7853
Si 4.1244 9.6223 4.871
Si 9.528 9.7068 4.6995
Si 2.7187 0.1147 6.1578
Si 8.2212 0.0607 6.2189
Si -0.0225 2.6646 5.9679
Si 5.4333 2.9315 6.2031
Si 2.6951 5.6148 6.2345
Si 8.2176 5.549 6.2648
Si -0.0118 8.4059 6.0384
Si 5.537 8.2348 6.1892
Si 3.7416 1.8319 7.4474
Si 9.8389 1.2265 7.5159
Si 1.4183 3.9075 7.2648
As 6.7016 4.3311 7.8168
Si 4.341 6.7488 7.5782
Si 9.5144 7.2175 7.4537
Si 1.1151 9.9205 7.4736
Si 7.1813 9.3201 7.5157
O 9.6211 6.621 23.8935
O 4.1127 1.2542 24.0061
O 8.3304 8.2202 8.0591
O 2.5738 2.9145 7.9069
O 6.8523 4.0608 23.9324
O 1.461 9.4374 24.0138
O 5.4241 5.6 8.1314
O 0.0047 0.0923 8.0299
H 6.5612 9.893 8.7448
O 10.6424 6.8383 8.6343
O 1.7354 9.2177 8.8329
O 4.2561 1.2841 8.8946
O 0.3307 4.2847 8.4543
O 9.242 1.9942 8.873
O 3.7696 7.5029 8.9551
H 7.9414 8.3509 23.1804
H 8.601 2.3312 23.3042
O 5.2587 5.9732 23.0703
O 2.2402 2.8468 23.1533
O 10.6829 0.1195 22.9269
O 0.0437 4.3885 23.1944
O 3.4401 7.915 23.206
O 5.9111 10.3898 23.1993
Si 9.5686 9.3192 14.9854
Si 2.4449 4.9635 11.6025
Si 0.8499 0.6992 14.6927
Si 10.0453 9.938 18.8632
Si 6.8211 0.3958 11.6585
Si 9.5658 7.1894 12.7132
Si 2.0418 9.2087 17.9539
Si 2.9762 8.6942 9.7551
Si 4.1764 2.5006 16.8542
Si 4.5076 7.1592 22.2417
Si 10.8728 5.3504 16.7599
Si 2.6158 6.3786 17.8785
Si 0.9706 2.5597 17.2568
Si 5.7378 6.6071 16.9744
Si 8.5935 4.7265 11.4826
Si 10.994 5.4953 9.5069
Si 3.0989 0.1161 20.204
Si 1.6332 7.5717 12.4655
Si 5.721 9.8904 21.656
Si 1.3618 1.8933 11.7587
Si 0.2595 0.5581 21.4341
Si 2.6928 9.4448 14.8233
Si 8.9387 3.3138 15.5564
Si 1.028 3.4653 22.2638
Si 9.3508 1.8638 10.5139
Si 5.5823 8.7831 14.9982
Si 6.8051 8.3053 12.286
Si 3.0439 5.0696 20.494
Si 9.3998 1.6396 18.2374
Si 7.945 0.9124 14.4306
Si 5.9549 4.2988 15.1234
Si 7.0064 0.9183 19.7802
Si 5.5637 5.4891 12.1184
Si 4.6616 2.702 19.7632
Si 4.0335 0.6073 10.3525
Si 6.0427 0.2802 16.7799
Si 8.7272 7.6641 17.6007
O 0.1163 1.765 18.4323
O 6.0168 9.6791 16.2829
O 1.4786 5.5323 10.3626
O 6.9487 4.9083 11.3977
O 3.3962 1.6765 19.862
O 7.116 7.2325 17.6899
O 6.9578 1.0614 13.1497
O 5.701 7.1301 11.9501
O 5.4154 1.0371 11.1215
O 10.2652 10.6722 20.3324
O 8.986 8.7213 16.3799
O 1.8797 3.4555 11.9178
O 0.5903 1.8594 15.8181
O 8.9023 2.7159 17.1044
O 8.8464 3.1198 11.4445
O 4.9431 3.0653 18.1884
O 2.3637 11.035 14.7501
O 7.0715 1.0676 15.7994
O 9.559 5.2536 10.2628
O 2.588 2.6193 17.1855
O 1.4523 6.1071 16.6668
O 2.1564 7.7431 18.6354
O 5.991 2.0307 20.4112
O 9.1737 8.5343 18.9407
O 3.6225 6.4905 21.0436
O 0.8032 1.3511 13.1998
O 2.1514 6.0441 12.8122
O 8.4215 1.7517 19.5665
O 1.8247 8.4943 13.8036
O 2.6578 1.0801 11.1401
O 9.2384 10.9856 17.8743
O 6.9725 10.5408 20.7842
O 9.1751 2.0082 14.5462
O 10.9988 7.4736 11.9897
O 6.7327 8.5849 13.8866
O 6.4709 0.3676 18.338
O 0.3854 4.0383 17.5938
O 9.182 5.5769 12.7843
O 8.5432 10.3538 14.2763
O 8.2549 0.6821 10.8877
O 2.4497 8.1747 11.203
O 4.235 9.3449 14.3071
O 6.5495 9.7235 11.5522
O 5.608 8.2432 21.654
O 9.7423 7.9233 14.1548
O 8.3261 7.8571 11.8864
O 2.5243 5.1741 18.9555
O 1.7732 0.0334 21.1325
O 1.7187 4.5288 21.2536
O 10.964 1.6837 10.8131
O 10.0169 4.5862 15.5127
O 4.2979 4.0315 20.6066
O 5.5627 5.0242 13.7032
O 0.4995 9.6641 18.0755
O 4.2615 6.5414 17.6942
O 3.9734 9.9362 10.1017
O 2.5251 9.0132 16.3981
O 2.9557 10.2708 18.7764
O 7.4755 3.7375 14.9512
O 5.3286 7.3178 15.5827
O 10.9035 10.28 15.049
O 4.3192 10.4182 21.0402
O 4.5546 0.9279 16.6382
O 4.7078 3.2865 15.5093
O 9.7629 6.3742 17.4283
O 0.2527 2.2258 21.4799
O 6.1691 5.1329 16.5043
O 4.1168 4.9903 11.4369

Results
free energy: -138862.478 eV
free energy less fixed offsets of As -4856.12, H -15.97, O -568.88, Si -635.61 eV per atom: 3.512 eV

Forces (eV/angstrom), in the order of the atoms: element, x, y, z
Si -0.0045 -0.0245 -0.0069
Si 0.0163 0.0152 0.0154
Si 0.0214 0.0084 0.0004
Si -0.0092 -0.0128 0.0093
Si 0.0073 0.0015 0.0152
Si -0.0041 -0.0179 -0.0077
Si -0.0033 -0.0097 0.0194
Si 0.0175 0.0085 -0.0075
Si 0.0009 0.0088 -0.0022
Si -0.0085 0.0053 -0.0056
Si -0.0048 -0.0052 0.0057
Si 0.0023 0.0066 -0.0133
Si -0.0007 0.0032 -0.0056
Si -0.0033 0.003 -0.001
Si -0.0086 0.0024 -0.011
Si -0.0002 0.0014 0.003
Si 0.0179 -0.0023 -0.0576
Si -0.0027 0.0054 0.0271
Si 0.0056 0.0166 0.0269
Si 0.01 -0.006 -0.0448
Si 0.0045 0.0099 0.0209
Si 0.0037 -0.0094 -0.0457
Si 0.016 0.0107 -0.0205
Si -0.0088 -0.0038 0.0267
Si 0.0044 0.0313 0.0529
Si 0.0111 -0.0494 -0.0213
Si 0.0214 -0.0231 -0.0296
Si -0.026 -0.0171 0.0554
Si 0.0145 -0.0337 -0.0321
Si 0.0269 0.0179 0.0407
Si -0.027 -0.064 0.0432
Si 0.0374 -0.0142 -0.0234
Si -0.0194 0.0176 0.0011
Si -0.0145 -0.0007 -0.0086
Si -0.0051 -0.0053 -0.0043
Si -0.0129 0.0193 -0.0046
Si -0.0227 0.0075 -0.0055
Si -0.0091 -0.0014 -0.003
Si -0.0189 0.0303 -0.0097
Si -0.0211 0.0141 -0.0008
Si -0.0162 -0.1008 -0.0544
Si 0.0605 -0.1476 0.0116
Si -0.0938 -0.0111 0.1163
Si 0.1479 -0.1018 -0.1127
Si 0.0961 -0.1855 -0.0194
Si 0.0327 0.003 -0.0483
Si 0.1179 -0.0905 -0.1119
Si 0.016 -0.0098 0.1088
Si 0.0682 0.1224 0.0259
Si -0.1311 0.0784 0.0296
Si -0.1114 0.1784 -0.0092
Si -0.0344 -0.0043 -0.0364
Si -0.0669 0.1231 0.126
Si -0.0269 0.0313 0.0871
Si 0.0224 -0.0797 -0.0844
Si -0.0412 0.1998 0.046
Si 0.0282 -0.015 -0.0198
Si 0.0175 0.0102 0.0428
Si 0.0103 0.0205 -0.0027
Si 0.0124 -0.0203 0.0307
Si 0.0098 0.0011 0.0181
Si 0.0268 -0.0216 -0.0073
Si -0.005 -0.0088 0.0328
Si -0.0328 -0.0192 -0.0094
Si -0.0212 -0.0147 -0.1649
Si 0.0316 0.0241 0.0553
Si -0.0382 -0.0167 -0.1069
Si -0.0212 -0.0091 -0.0075
Si -0.0076 -0.0207 0.0527
Si -0.004 0.0158 -0.0158
Si 0.0262 0.0435 0.0509
Si 0.0585 0.0856 -0.0924
Si -0.0016 0.0037 0.0652
Si -0.0374 -0.01 -0.0031
Si 0.0807 0.1412 0.1638
Si 0.0056 0.0677 0.0403
Si -0.0227 0.0276 -0.0419
Si -0.1519 -0.1238 0.1608
Si -0.0589 -0.0118 -0.0754
Si -0.0005 -0.0137 0.0351
Si 0.0508 0.0088 0.0133
Si -0.0342 0.0326 0.0109
Si -0.0362 0.0511 -0.0056
Si 0.0908 -0.034 -0.0017
Si 0.0456 -0.1012 -0.0176
Si 0.066 -0.1112 -0.0442
Si 0.0102 -0.0529 0.0253
Si 0.0646 -0.0182 -0.0069
Si 0.0182 -0.0199 0.0133
Si -0.0255 0.0106 0.0469
Si 0.0052 0.0505 0.0362
As 0.0257 -0.0878 -0.2443
Si 0.2934 -0.345 0.3556
Si 0.0099 0.0128 -0.0097
Si -0.0004 -0.0084 0.1212
Si -0.0094 -0.039 0.0329
O -0.0116 0.0044 0.007
O -0.0181 0.0093 -0.0008
O 0.0361 0.0092 -0.0347
O -0.0295 0.0266 -0.0605
O -0.0037 0.016 0.0057
O -0.0078 0.0138 -0.0017
O -0.5049 0.496 -0.0058
O 0.0144 -0.029 -0.1005
H -0.0006 0.0138 -0.0106
O -0.0131 0.0013 -0.0024
O -0.011 0.0231 -0.0651
O -0.0148 0.0151 0.0028
O 0.0191 -0.0089 -0.0105
O 0.0222 -0.0237 0.0019
O -0.0121 0.039 -0.1766
H -0.004 -0.0016 -0.0007
H 0.0032 -0.0013 -0.0009
O 0.0024 0.001 0.0057
O -0.0052 -0.0017 0.0013
O 0.0024 0.0054 -0.0003
O 0.0038 -0.0063 -0.0075
O 0.0076 -0.0031 -0.0074
O -0.001 -0.0082 -0.009
Si -0.0022 -0.0028 -0.0131
Si 0.0329 -0.0152 0.0015
Si -0.0023 0.0028 -0.0126
Si -0.0005 -0.0006 -0.0052
Si 0.0011 -0.003 -0.0076
Si -0.0023 -0.0058 -0.009
Si 0.0013 0.0023 -0.0084
Si 0.0164 -0.03 -0.0049
Si 0.0034 0.0048 -0.0114
Si -0.0028 0.0073 0.0016
Si -0.0036 -0.0023 -0.0088
Si 0.0008 -0.0016 -0.0052
Si -0.0001 -0.0004 -0.0095
Si -0.0006 -0.0029 -0.0143
Si -0.0202 0.0028 -0.0101
Si -0.011 -0.0059 0.0131
Si 0.0021 -0.0015 -0.0023
Si 0.0096 -0.0128 -0.0029
Si -0.0005 0.0015 0.0067
Si 0.0111 0.0108 -0.0101
Si 0.0018 0.001 0.0002
Si 0.0007 -0.003 -0.0119
Si -0.0033 0.0029 -0.0119
Si -0.0041 0.0015 0.0008
Si -0.0046 -0.0001 -0.014
Si 0.0053 -0.0045 -0.0134
Si -0.0057 -0.0079 -0.0112
Si -0.0016 0.0005 -0.0046
Si -0.0021 0.0002 -0.007
Si -0.003 0.0002 -0.0149
Si -0.0053 0.0082 -0.0263
Si -0.0015 -0.0015 -0.0026
Si -0.0066 -0.0213 -0.0445
Si 0.0006 -0.0013 -0.006
Si 0.0035 0.023 0.0006
Si 0.0011 -0.001 -0.0072
Si -0.0008 0.0015 -0.0088
O -0.0006 0.0001 0.003
O -0.0013 0.0028 0.0042
O -0.01 0.0065 -0.0108
O -0.0026 0.0128 0.0053
O -0.0004 0.0001 0.0018
O 0.0003 -0.0003 0.0041
O 0.002 0.0011 0.0075
O 0.0063 0.0072 0.0107
O 0.0015 -0.0002 -0.0062
O -0.0007 -0.0021 -0.0004
O -0.001 -0.0013 0.0063
O -0.0047 -0.0061 -0.0063
O 0.0007 0.001 0.0041
O 0.0011 -0.0007 0.0055
O 0.0052 -0.0003 0.0072
O -0.0011 0.0001 0.0038
O -0.0003 0.0008 0.0037
O -0.0007 -0.0011 0.0062
O 0.0164 0.0067 -0.0123
O -0.0005 0.0003 0.0029
O -0.0003 -0.0007 0.003
O 0.0007 -0.001 0.003
O 0 0.0004 0.0015
O 0.0001 -0.0003 0.0025
O -0.0015 -0.0042 0.0001
O -0.0035 -0.0052 0.0129
O -0.0043 0.0104 -0.0004
O 0.0019 0.0003 0.001
O 0.003 0.0058 0.0054
O -0.0051 -0.0006 0.0015
O 0.0011 0.0006 0.0033
O 0.0026 0.0015 -0.0012
O 0.0025 0.0005 0.0042
O -0.0027 0.0036 -0.0033
O -0.006 0.0016 0.0118
O -0.0001 -0.0002 0.0014
O 0.0001 0.0006 0.0039
O -0.0001 0 -0.0023
O 0.0026 0.0006 0.003
O -0.0039 0.0016 0.0016
O 0.0076 0.005 -0.0251
O -0.0016 0.0014 0.0027
O -0.0003 0.0021 0.0012
O -0.0001 -0.0022 0.0012
O 0.0013 0.0044 0.006
O 0.0024 -0.0032 -0.0031
O -0.0015 0.0008 0.0022
O -0.0004 -0.0006 0.0001
O 0.0036 0.0023 -0.0006
O 0.0048 0.0001 0.0045
O 0.0026 0.0003 0.0064
O 0.0004 0.0001 0.0026
O 0.0046 -0.0069 0.0185
O 0.0009 -0.0011 0.0033
O -0.0017 -0.0015 0.004
O -0.0051 -0.0155 -0.0005
O -0.0018 0.0008 0.0057
O -0.0013 -0.001 -0.0006
O 0.0055 -0.0032 0.0083
O -0.0009 0.0015 0.0095
O -0.0003 0.0012 0.0031
O -0.0026 0.0014 -0.001
O -0.0007 -0.0002 0.0033
O -0.003 -0.0034 0.0092
O 0.0013 -0.0002 0.0025
O -0.0005 -0.0027 0.0016
O 0.0024 0.0032 0.0047
O -0.0175 0.0029 0.0085

The program warned: the cutoff lies below the one the program advises for these potential files; the exchange-correlation potential is rough where the density is thin.
